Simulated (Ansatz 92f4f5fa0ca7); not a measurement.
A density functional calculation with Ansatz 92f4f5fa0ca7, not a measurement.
Periodic cell of 225 atoms, Si132O91P2, from a study of silicon, its oxide and their interface. The atomic structure is a simulated model.
Doubt: the cutoff is far below the 930 eV that the study's wrapper takes by default for these files, so forces and energies are approximate.
This geometry differs little from another in the collection (a relaxation step or a small displacement).

Settings
functional: PBE
potential files: Ansatz PAW
basis: plane waves
wave-function cutoff: 580 eV
density cutoff ratio: 5
exchange-correlation grid ratio: 1
k mesh: 1 x 1 x 1, Gamma-centred
self-consistency stop: 5e-08 eV per atom in the density residual
occupations: fixed
spin: none
net charge: 0

Cell vectors (angstrom)
a 10.938 0 0
b 0 10.938 0
c 0 0 31.9494

Atoms: element, x, y, z (angstrom)
Si 10.6326 0.0017 24.4281
Si 5.0815 0.1282 24.6746
Si 2.8312 2.2974 24.5468
Si 8.577 2.4325 24.5847
Si 10.7125 5.5871 24.3428
Si 5.1626 5.6158 24.4618
Si 2.9971 7.9535 24.4251
Si 8.4246 7.8279 24.4321
Si 1.2969 1.1352 25.8479
Si 6.8189 1.3286 25.7542
Si 3.9914 4.0156 25.7471
Si 9.6938 4.0271 25.8611
Si 1.3424 6.7943 25.6787
Si 6.8086 6.7229 25.7629
Si 4.0075 9.4702 25.9664
Si 9.4861 9.4441 25.8117
Si 2.6405 -0.1262 27.2932
Si 8.1394 -0.0662 27.1572
Si 0.0828 2.6611 27.2145
Si 5.4573 2.7257 27.1251
Si 2.6683 5.4182 27.1208
Si 8.1948 5.3711 27.1428
Si 0.0109 8.1534 27.1375
Si 5.5171 8.1468 27.1869
Si 4.0832 1.3322 28.5068
Si 9.5421 1.3352 28.5075
Si 1.3829 4.0711 28.5705
Si 6.812 4.0663 28.5353
Si 4.0842 6.7902 28.4955
Si 9.5555 6.7884 28.4926
Si 1.2955 9.4899 28.6202
Si 6.8242 9.538 28.571
Si -0.0341 0.0033 29.9167
Si 5.4604 -0.0001 29.9004
Si 2.7625 2.7162 29.9077
Si 8.1997 2.7205 29.8918
Si -0.0051 5.4601 29.8947
Si 5.4602 5.4603 29.8923
Si 2.7475 8.1677 29.909
Si 8.2245 8.1797 29.8938
Si 1.3673 1.3673 31.2657
Si 6.8362 1.3673 31.2657
Si 4.1018 4.1018 31.2657
Si 9.5708 4.1018 31.2657
Si 1.3673 6.8362 31.2657
Si 6.8362 6.8362 31.2657
Si 4.1018 9.5708 31.2657
Si 9.5708 9.5708 31.2657
Si 2.7345 0 0.6835
Si 8.2035 0 0.6835
Si 0 2.7345 0.6835
Si 5.469 2.7345 0.6835
Si 2.7345 5.469 0.6835
Si 8.2035 5.469 0.6835
Si 0 8.2035 0.6835
Si 5.469 8.2035 0.6835
Si 4.0651 1.4053 2.0636
Si 9.5677 1.3744 2.0329
Si 1.3363 4.153 2.0538
Si 6.8047 4.1503 2.0445
Si 4.0803 6.8543 2.0383
Si 9.5504 6.8594 2.0564
Si 1.3408 9.6145 2.0518
Si 6.7765 9.637 2.0341
Si -0.0105 0.0578 3.4453
Si 5.4136 0.0502 3.4513
Si 2.69 2.8018 3.4173
Si 8.2132 2.7885 3.3463
Si 0.0027 5.5374 3.4579
Si 5.4437 5.5292 3.4375
Si 2.7209 8.2458 3.3832
Si 8.1625 8.2899 3.3449
Si 1.3342 1.478 4.8242
Si 6.8147 1.5069 4.7078
Si 4.0178 4.1932 4.7964
Si 9.5631 4.1179 4.7583
Si 1.3494 6.9939 4.8233
Si 6.7891 7.0108 4.7338
Si 4.0272 9.5832 4.8137
Si 9.505 9.6187 4.7438
Si 2.6001 -0.0023 6.1296
Si 8.1747 0.1409 6.0385
Si -0.0218 2.8537 6.268
Si 5.4366 2.8338 6.099
Si 2.7403 5.6515 6.1935
Si 8.2135 5.6189 5.9403
Si -0.0505 8.38 6.2042
Si 5.4567 8.3132 6.248
Si 4.307 1.1375 7.3382
Si 9.687 1.2234 7.4765
Si 1.1546 4.5379 7.5183
Si 6.6254 4.541 7.2493
Si 4.3366 6.7329 7.6538
Si 9.7238 6.6701 7.4459
P 1.076 9.8739 7.6126
Si 6.6623 9.9773 7.4456
O 9.5873 1.2367 23.9906
O 4.1088 6.8015 23.9524
O 4.0207 1.2456 24.041
O 9.5432 6.7016 23.9029
O -0.0411 5.6055 7.9877
O 5.491 0.1234 7.9319
O -0.1109 0.0754 7.9478
O 5.5428 5.6194 7.9119
O 7.6306 4.0195 8.4357
O 8.7483 7.1067 8.7207
O 8.8587 1.6938 8.8602
O 7.5579 9.4885 8.7533
O 3.5295 1.8247 8.6064
O 3.6909 7.2494 9.1136
O 2.0253 4.0265 8.84
O 8.147 3.488 23.3843
O 0.4567 4.9358 22.9577
O 1.9185 2.7522 23.2573
O 5.8344 4.906 23.1289
O 5.5283 9.9967 23.5086
O 2.4589 8.6965 23.0437
O 0.1958 10.0642 23.0952
O 7.7934 8.5715 23.0918
Si 8.6975 7.6775 18.473
Si 8.9044 6.3352 13.6197
Si 3.8653 1.5168 14.7554
Si 2.1913 5.7327 17.6474
Si 2.4385 3.1282 19.5083
Si 9.9554 9.0035 12.0385
Si 1.3452 9.4174 22.0967
Si 9.2808 0.9416 13.2246
Si 1.4753 5.0116 13.0459
Si 1.9221 8.1895 12.8336
Si 6.6634 9.5549 22.4453
Si 4.5899 4.5711 15.7485
Si 8.2251 3.036 9.5644
Si 0.8783 8.2298 19.2842
Si 6.9718 1.3441 21.1139
Si 8.2827 8.3493 9.674
Si 10.9554 5.178 15.621
Si 7.6295 9.4961 16.3654
Si 9.9511 2.0503 20.3208
P 3.3673 8.6358 10.0501
Si 6.745 3.3204 17.4532
Si 1.1852 0.1992 19.8189
Si 3.2769 2.7896 12.3183
Si 7.2501 5.3791 19.7143
Si 5.9388 8.6044 11.6617
Si 5.8951 6.0159 13.2547
Si 4.6806 9.6905 17.6487
Si 1.0322 3.5973 22.1891
Si 4.9234 1.4662 18.8286
Si 3.1624 3.0922 9.5393
Si 6.5496 10.8195 13.8323
Si 10.4106 0.117 16.022
Si 5.6748 3.6475 11.1476
Si 9.9204 3.8599 11.8935
Si 2.3944 9.9001 15.5788
Si 6.1113 8.1064 19.8251
Si 6.9472 3.9706 22.3977
Si 9.8037 2.775 17.4009
O 7.3228 6.3175 13.9943
O 1.922 7.044 18.695
O 10.3272 4.0347 16.5537
O 6.2165 9.9525 17.087
O 10.2267 0.7184 14.5232
O 8.4769 6.0956 18.8815
O 5.259 0.6883 14.4502
O 5.7619 2.0317 17.5579
O 8.364 1.9325 20.5573
O 2.028 4.2826 18.4142
O 6.9774 2.809 10.6131
O 4.9085 2.6728 12.2065
O 6.0885 4.3674 16.3906
O 4.5501 3.9112 9.9501
O 10.7024 2.7588 21.5853
O 9.819 6.1539 14.9688
O 6.0383 6.4706 19.8618
O 4.1141 0.1528 18.2987
O 9.4164 10.5146 12.3362
O 2.9195 4.3314 12.7535
O 1.9269 10.6984 21.2284
O 4.0173 2.7061 19.4035
O 0.7863 10.0372 16.0044
O 1.3007 9.7905 18.8555
O 1.7372 1.6497 19.2853
O 9.0015 10.3877 16.5495
O 4.915 8.5628 18.8095
O 9.6482 8.8104 10.4436
O 6.7855 4.0605 18.9001
O 2.9074 1.6874 13.4303
O 5.849 8.7681 21.28
O 2.5393 2.4519 10.9102
O 7.6461 4.8493 21.2063
O 5.3727 7.4614 12.6816
O 0.6116 8.9931 12.3184
O 7.6867 1.0415 13.5929
O 7.19 9.6326 14.7916
O 9.0752 5.0024 12.6887
O 8.1417 8.027 16.945
O 6.232 2.5734 21.9121
O 2.4834 9.0317 14.1524
O 0.5055 4.4484 11.8572
O 0.8441 8.3044 20.9544
O 9.4339 3.7875 10.347
O 9.7524 2.3508 12.5315
O 7.6599 8.5421 19.4256
O 2.9077 8.015 11.5213
O 4.037 3.0327 15.4067
O 0.8759 4.4346 14.4499
O 10.0891 3.0058 18.993
O 9.3006 7.7719 12.9211
O 10.5322 0.5303 20.0891
O 6.0686 5.0141 11.9542
O 8.2032 2.721 17.0538
O 3.5969 5.4584 16.7593
O 4.8837 9.0207 10.4684
O 1.5659 6.633 13.2107
O 4.8545 5.4499 14.3859
O 2.0539 3.8452 20.9304
O 10.6106 1.4107 16.9993
O 1.0211 6.0492 16.5537
O 7.3604 10.9492 21.9621
O 5.9458 0.8901 19.9512
O 6.2001 10.0109 12.4527
O 2.924 0.5134 15.6185
O 7.2254 7.9637 10.8694
O 10.2835 7.9889 18.7136
O 3.4968 9.1704 16.6045

Results
free energy: -137176.482 eV
free energy less fixed offsets of O -568.88, P -755.39, Si -635.61 eV per atom: 2.898 eV

Forces (eV/angstrom), in the order of the atoms: element, x, y, z
Si -0.016 -0.0183 -0.0057
Si 0.0064 0.0045 -0.0174
Si 0.0179 0.0089 0.0022
Si -0.0016 -0.0019 -0.0166
Si 0.0254 0.0207 -0.0189
Si -0.0026 -0.0139 0
Si -0.0051 -0.0127 -0.0297
Si 0.013 0.0199 0.0047
Si 0.001 0.0101 -0.0238
Si -0.0163 0.0035 0.0038
Si 0.0064 -0.0122 -0.0034
Si -0.0094 -0.0009 -0.0067
Si -0.0181 -0.0042 0.0096
Si 0.0002 0.0014 -0.0207
Si 0.0031 0.0187 -0.0084
Si -0.005 -0.0032 -0.0045
Si 0.023 -0.0051 -0.0117
Si 0.0455 0.0176 -0.0069
Si -0.0142 -0.0158 0.0027
Si -0.0209 -0.0213 0.0021
Si 0.0178 0.0282 0.011
Si 0.0117 0 0.0255
Si 0.0191 0.0035 0.0002
Si -0.0045 -0.0121 0.0123
Si 0.0347 0.0289 -0.018
Si -0.0187 -0.0335 -0.0144
Si 0.0475 -0.0067 0.0304
Si 0.0018 -0.0116 0.013
Si -0.0129 -0.0449 -0.0162
Si 0.012 -0.017 -0.0254
Si -0.0504 -0.0456 0.0731
Si 0.0062 -0.0097 0.0305
Si 0.0208 -0.02 -0.0218
Si -0.0039 -0.0226 -0.001
Si -0.0246 0.0277 -0.0038
Si -0.0205 0.0186 -0.0058
Si -0.0188 -0.0092 -0.0002
Si 0.002 -0.0016 -0.0035
Si -0.0198 0.0359 -0.0188
Si -0.0192 0.0229 0.0062
Si 0.0707 -0.005 -0.0551
Si 0.069 -0.0257 -0.0116
Si 0.091 -0.0944 0.0751
Si -0.0628 -0.1197 -0.0656
Si 0.0385 -0.1739 0.0465
Si 0.0706 -0.0273 -0.104
Si -0.0238 -0.0913 -0.0184
Si -0.1525 -0.1583 0.1373
Si -0.1028 0.1168 0.0137
Si -0.1744 0.0649 -0.1141
Si 0.0061 0.1706 -0.0043
Si -0.0729 0.1206 0.1071
Si -0.0982 0.0002 -0.085
Si -0.0718 0.1025 -0.0345
Si -0.0347 0.1372 0.0807
Si -0.0855 0.1182 -0.0556
Si -0.022 -0.009 -0.0146
Si -0.0289 0.0302 0.022
Si -0.0239 -0.0134 -0.012
Si 0.0442 -0.022 0.0214
Si 0.0097 -0.0133 0.0293
Si -0.0109 0.0117 -0.0072
Si 0.0405 -0.0102 0.0129
Si 0.0246 0.0356 -0.0014
Si 0.0161 0.0002 0.0089
Si 0.007 0.0068 0.0298
Si 0.0438 0.0129 -0.0039
Si 0.0345 0.0189 -0.0453
Si 0.0345 0.0125 0.0461
Si -0.0325 0.0305 0.0026
Si -0.0149 0.027 -0.0068
Si 0.0193 -0.0141 -0.0198
Si -0.1246 0.0323 -0.0122
Si -0.0109 -0.0167 -0.0112
Si 0.0268 -0.0102 -0.0453
Si -0.0177 -0.0186 -0.0647
Si -0.0068 -0.0502 -0.0003
Si 0.0068 -0.0284 -0.0143
Si 0.0624 -0.043 -0.0402
Si 0.011 0.076 0.0474
Si 0.0065 -0.0922 0.1065
Si -0.0229 -0.0456 0.0156
Si 0.0853 0.0486 0.0167
Si -0.0396 -0.0993 0.0227
Si -0.0402 0.0541 0.0726
Si 0.0343 0.0199 0.0209
Si 0.0811 -0.0136 0.0091
Si -0.0469 0.0087 0.0714
Si 0.0435 0.0819 -0.0189
Si 0.0982 -0.2062 0.2134
Si 0.01 -0.0469 -0.0705
Si 0.016 0.0293 0.1409
Si -0.0761 0.0848 -0.2693
Si -0.0179 -0.0331 -0.0029
P -0.1754 0.1333 -0.0321
Si 0.0753 -0.001 -0.0588
O 0.013 0.0034 0.0145
O 0.0021 0.0174 0.0159
O -0.0039 -0.0067 0.0091
O -0.0049 -0.0024 0.0121
O 0.0131 0.0157 -0.003
O -0.0342 -0.0396 -0.0237
O 0.0214 0.0907 -0.0522
O 0.0176 -0.0307 -0.0128
O -0.0114 0.0021 -0.0403
O 0.0068 0.0198 0.0055
O -0.0177 0.0355 -0.1173
O 0.0103 -0.0069 0.0171
O 0.0032 -0.0082 0.0001
O -0.0438 0.0983 0.1562
O 0.0171 -0.0076 0.0153
O -0.0029 0.0059 0.0049
O -0.001 -0.0094 0.0071
O -0.0042 0.0004 0.0022
O 0.006 0 0.0074
O 0.0045 -0.0057 0.0079
O 0.0009 0.004 0.0065
O 0.0063 0.0037 0.0095
O -0.0057 -0.0012 -0.0015
Si 0.0051 -0.0042 -0.0086
Si 0.0024 -0.0024 -0.012
Si 0.0047 0.0018 -0.0058
Si 0.0004 -0.0021 -0.0056
Si 0.0026 -0.002 -0.0084
Si -0.0024 -0.0014 -0.0015
Si 0.0071 -0.0023 -0.0187
Si 0.0104 0.0028 -0.0025
Si 0.0026 -0.0036 -0.0032
Si -0.0238 0.0081 -0.003
Si 0.0019 -0.0047 -0.0115
Si 0.0072 -0.0029 -0.0023
Si -0.013 -0.0151 -0.0207
Si 0.0028 0.0004 -0.0129
Si 0.0058 -0.0031 -0.0139
Si -0.0075 0.0093 -0.0017
Si 0.0005 -0.0021 -0.0079
Si 0.0096 0.0003 -0.0029
Si 0.0017 -0.0016 -0.0112
P 0.0684 -0.1456 -0.0028
Si 0.006 -0.0047 -0.0084
Si 0.004 -0.0047 -0.0115
Si 0.0055 0.0053 -0.0074
Si 0.0052 -0.0027 -0.0109
Si -0.0108 -0.0018 -0.0125
Si 0.0162 -0.0082 -0.008
Si 0.0039 -0.0013 -0.0042
Si 0.0033 0.0034 -0.0116
Si 0.0047 -0.0014 -0.0086
Si -0.0108 0.0071 0.0015
Si 0.013 0.0033 0.0036
Si 0.001 0.003 -0.0107
Si 0.0159 0.0003 -0.0013
Si -0.0024 -0.0009 0.0047
Si 0.0025 -0.0001 -0.0053
Si 0.0029 -0.0018 -0.0066
Si 0.0038 0.0027 -0.0131
Si 0.0004 -0.0024 -0.0087
O -0.0016 -0.0033 0.0027
O 0.0055 -0.004 0.0066
O 0.0062 0.0029 0.0053
O 0.0049 -0.0004 0.0053
O 0.0038 -0.0012 0.0047
O 0.005 0.0001 0.0078
O 0.0047 -0.0043 0.0018
O 0.0036 -0.001 0.007
O 0.004 -0.0044 0.0107
O 0.0056 0.0022 0.0043
O 0.01 0.0048 -0.0072
O -0.0025 -0.0026 -0.0007
O 0.0005 0.0025 0.0033
O -0.0008 -0.0061 -0.0012
O -0.0007 -0.0056 0.0082
O 0.002 -0.0004 0.0048
O 0.0029 0.001 0.0073
O 0.0061 -0.0026 0.0055
O 0.0069 -0.0168 -0.0053
O 0.0045 -0.0044 0.0062
O 0.003 0.002 0.0079
O 0.0033 -0.0035 0.006
O 0.0101 -0.0039 0.004
O 0.0037 -0.0019 0.0095
O 0.0044 0.0012 0.0073
O 0.0016 -0.0014 0.0068
O 0.0035 0.0001 0.0052
O -0.0006 0.0022 -0.0048
O 0.0018 -0.0029 0.0044
O 0.0033 -0.0051 0.002
O 0.0051 -0.0041 0.0048
O 0.0091 -0.0044 0.0107
O 0.0038 0.0016 0.0033
O 0.011 0.0043 0.0085
O 0.0102 -0.0082 -0.001
O -0.0046 -0.0058 0.0035
O 0.0033 0.0009 -0.0013
O 0.0022 0.0037 0.0082
O 0.0029 0.0019 0.0032
O 0.0032 -0.0044 0.01
O 0.0083 -0.0054 -0.0006
O 0.0076 0.0036 0.0021
O 0.003 -0.0019 0.0055
O -0.0005 -0.0049 -0.0112
O 0.0027 0.0011 -0.0016
O 0.0039 -0.0018 0.0063
O 0.0242 0.0496 -0.0507
O 0.0029 -0.0024 0.0043
O 0.0051 -0.0019 0.0062
O 0.0041 -0.0006 0.0037
O 0.0006 -0.001 0.0023
O 0.0045 -0.001 0.0082
O 0.003 0.0085 0.0116
O 0.0031 -0.0014 0.0067
O 0.0089 -0.0026 0.0024
O -0.0195 -0.0118 0.0095
O 0.0123 0.01 0.0031
O 0.0029 0.002 0.0022
O 0.0051 -0.0031 0.0047
O 0.0051 -0.005 0.0045
O 0.0036 -0.0034 0.0043
O 0.0025 0.0028 0.0077
O 0.0004 -0.001 0.0048
O 0.0082 0.0006 -0.0026
O 0.0053 -0.0039 0.0045
O -0.0043 0.0157 0.0041
O 0.0036 -0.0013 0.0079
O -0.0006 -0.0004 0.0042

The program warned: the cutoff lies below the one the program advises for these potential files; the forces do not sum to zero within the program's tolerance; the exchange-correlation potential is rough where the density is thin.
